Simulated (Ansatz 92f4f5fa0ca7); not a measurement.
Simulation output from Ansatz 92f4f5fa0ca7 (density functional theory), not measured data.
Periodic cell of 226 atoms, Si132O92P2, from a study of silicon, its oxide and their interface. The atomic structure is a simulated model.
Doubt: the cutoff is far below the 930 eV that the study's wrapper takes by default for these files, so forces and energies are approximate.

Settings: functional PBE; potential files Ansatz PAW; basis plane waves; wave-function cutoff 580 eV; density cutoff ratio 5; exchange-correlation grid ratio 1; k mesh 1 x 1 x 1, Gamma-centred; self-consistency stop 5e-08 eV per atom in the density residual; occupations fixed; spin none; net charge 0.

Cell vectors (angstrom)
a  10.938  0  0
b  0  10.938  0
c  0  0  31.9494

Atoms and the computed forces on them: element, x, y, z (angstrom), force x, y, z (eV/angstrom)
Si  10.6264  0.0056  24.4237  0.0118  0.0295  -0.0081
Si  5.0796  0.1323  24.6663  -0.0113  0.0163  0.0154
Si  2.8253  2.3001  24.5396  0.0022  -0.0113  -0.0117
Si  8.5684  2.4418  24.569  0.0063  -0.014  0.0051
Si  10.7111  5.5975  24.3408  -0.0262  -0.0109  0.0208
Si  5.1608  5.6178  24.4582  -0.0277  0.0199  -0.0176
Si  2.9886  7.9579  24.4112  0.0048  -0.0117  0.0312
Si  8.4189  7.8404  24.4225  0.0061  -0.0371  -0.0072
Si  1.2949  1.134  25.8433  0.0182  -0.0021  0.0443
Si  6.8165  1.332  25.751  0.0292  0.0021  -0.0275
Si  3.9906  4.0142  25.7424  -0.0016  0.0227  -0.0158
Si  9.6884  4.0293  25.8532  0.0275  0.0107  0.0099
Si  1.3417  6.7973  25.6795  0.0271  0.0138  -0.041
Si  6.8089  6.7257  25.7546  0.0087  0.0137  0.0283
Si  4.0036  9.4744  25.9574  0.0003  -0.0046  0.0228
Si  9.4859  9.4458  25.8094  0.0158  0.0125  -0.0102
Si  2.6413  -0.1278  27.2996  -0.0491  -0.0266  0.0291
Si  8.149  -0.0608  27.154  -0.08  -0.0321  0.0054
Si  0.085  2.6653  27.2124  0.0113  0.0091  0.0112
Si  5.4617  2.732  27.1216  0.0207  0.0004  -0.0174
Si  2.675  5.4234  27.1184  -0.0351  -0.0527  -0.0292
Si  8.2011  5.3784  27.1419  -0.0309  -0.0206  -0.0221
Si  0.0216  8.1619  27.1366  -0.0127  -0.0369  -0.0143
Si  5.5178  8.149  27.183  0.0062  0.0137  -0.0017
Si  4.0977  1.3417  28.4993  -0.0675  -0.0642  0.0475
Si  9.5485  1.3274  28.5033  0.0253  0.0443  0.0387
Si  1.4011  4.0724  28.5773  -0.1045  0.0064  -0.0791
Si  6.8199  4.0677  28.5352  -0.0128  0.0053  -0.0252
Si  4.0892  6.7791  28.4857  0.0147  0.0768  0.0657
Si  9.5692  6.7902  28.4801  -0.061  0.0366  0.0796
Si  1.2927  9.4765  28.6459  0.0756  0.112  -0.2134
Si  6.8327  9.5378  28.5758  -0.006  -0.0009  -0.0848
Si  -0.0285  -0.0078  29.9178  0.0157  0.0895  0.0099
Si  5.4627  -0.0053  29.8987  0.0089  0.0314  0.0067
Si  2.7688  2.7166  29.9086  0.0326  -0.0995  0.0087
Si  8.2008  2.7164  29.8889  0.0401  -0.0172  0.0147
Si  -0.0048  5.4544  29.8938  0.0489  0.0166  -0.0051
Si  5.464  5.4551  29.8909  0.0272  0.0028  0.0047
Si  2.7529  8.161  29.9089  0.0907  -0.0774  0.0338
Si  8.2291  8.1772  29.8928  0.0267  -0.0802  -0.0381
Si  1.3673  1.3673  31.2657  0.0399  -0.0491  -0.1046
Si  6.8362  1.3673  31.2657  0.0473  -0.0237  -0.012
Si  4.1018  4.1018  31.2657  0.0984  -0.0548  0.0935
Si  9.5708  4.1018  31.2657  -0.1086  -0.1137  -0.0314
Si  1.3673  6.8362  31.2657  0.0326  -0.2006  0.0565
Si  6.8362  6.8362  31.2657  0.1241  0.0086  -0.1438
Si  4.1018  9.5708  31.2657  -0.0663  -0.0463  0.0141
Si  9.5708  9.5708  31.2657  -0.1838  -0.1579  0.1779
Si  2.7345  0  0.6835  -0.0032  -0.0625  0.0736
Si  8.2035  0  0.6835  -0.0274  0.0491  -0.0689
Si  0  2.7345  0.6835  0.0805  -0.0526  -0.011
Si  5.469  2.7345  0.6835  0.017  0.0829  0.1374
Si  2.7345  5.469  0.6835  -0.0063  -0.0646  -0.2013
Si  8.2035  5.469  0.6835  0.0418  0.1046  -0.002
Si  0  8.2035  0.6835  0.0424  0.176  0.0448
Si  5.469  8.2035  0.6835  0.1478  0.0732  0.0999
Si  4.1059  1.3636  2.0619  -0.0094  -0.0283  0.0148
Si  9.5994  1.3378  2.0452  0.0732  0.0378  0.0078
Si  1.3929  4.1011  2.029  -0.4094  0.1559  0.0572
Si  6.8405  4.1245  2.0447  -0.018  0.0397  -0.0223
Si  4.1118  6.8095  2.0289  -0.149  0.3829  0.0086
Si  9.5829  6.852  2.0576  -0.027  -0.1961  0.0097
Si  1.3557  9.5882  2.0635  0.1328  0.0341  0.0043
Si  6.8378  9.6112  2.0501  -0.1386  0.0111  -0.0135
Si  0.0518  0.0338  3.489  -0.192  -0.0953  -0.1225
Si  5.4689  0.0141  3.4619  0.049  0.055  -0.1043
Si  2.716  2.7409  3.3943  0.1743  0.0588  0.0349
Si  8.2729  2.7796  3.3262  -0.1011  -0.0351  0.1137
Si  0.0447  5.4751  3.4079  0.3043  -0.1241  -0.1488
Si  5.4847  5.5124  3.4206  -0.0127  -0.1038  -0.0343
Si  2.7546  8.2034  3.3606  0.2117  -0.164  -0.2169
Si  8.2463  8.28  3.3767  0.0608  0.0355  0.0684
Si  1.3664  1.4594  4.8492  0.0487  0.0568  0.0433
Si  6.9065  1.4703  4.7139  0.0115  0.1067  0.1689
Si  4.0658  4.1369  4.7256  -0.0601  0.0808  0.3097
Si  9.611  4.0924  4.7833  -0.0089  0.0339  -0.0568
P  1.3883  6.9184  4.6816  0.4921  -0.6415  0.0401
Si  6.8272  6.9988  4.7084  -0.0393  0.0611  -0.0442
Si  4.0708  9.5476  4.8068  -0.0698  -0.0207  -0.0573
Si  9.5903  9.6124  4.8396  0.1435  -0.1195  0.6554
Si  2.7278  0.0224  6.1261  0.0389  -0.1632  0.1143
Si  8.2893  0.1497  6.1198  0.0817  -0.1107  -0.2454
Si  0.0237  2.8272  6.2955  -0.0981  -0.0789  0.1097
Si  5.5138  2.8295  6.0666  0.0255  -0.0245  -0.2029
Si  2.7283  5.6253  6.0267  0.0907  -0.0941  -0.351
Si  8.2378  5.6171  5.9103  0.0924  -0.0768  0.0721
P  -0.0281  8.376  6.4056  -0.7691  0.8683  0.5357
Si  5.511  8.3122  6.2062  0.0266  0.1189  0.0736
Si  4.3982  1.1813  7.3163  0.0504  0.0327  -0.0152
Si  9.8138  1.1876  7.6162  0.0137  -0.0434  -0.0101
Si  1.1674  4.5735  7.4377  0.0451  -0.046  -0.0159
Si  6.6364  4.5549  7.2229  -0.1368  -0.0866  -0.0942
Si  4.2945  6.7388  7.4797  -0.0082  -0.0117  -0.1338
Si  9.6767  6.6545  7.4481  0.5006  0.3914  -0.1199
Si  1.2559  9.9701  7.7388  -0.5001  -0.0194  -0.3694
Si  6.7084  9.988  7.4101  -0.028  -0.0565  -0.0116
O  9.588  1.2471  23.9863  -0.0129  -0.009  -0.0037
O  4.1099  6.8103  23.9533  0.0128  -0.0202  -0.0103
O  4.0146  1.2471  24.0336  0.0053  0.006  0.0012
O  9.5415  6.7131  23.9024  0.0079  0.0012  -0.0071
O  -0.0075  5.6641  7.9266  -0.0174  -0.1242  0.0919
O  5.5234  0.1101  7.9194  0.0381  0.0083  -0.0382
O  0.0769  0.134  8.1725  0.0221  0.1939  0.0188
O  5.4654  5.5967  7.7865  0.0441  0.0384  0.1124
O  7.6032  4.0417  8.4412  -0.0304  0.0018  0.0104
O  8.737  7.0779  8.7388  -0.1437  -0.0212  0.0555
O  2.1437  9.4676  9.0595  -0.0266  -0.1118  -0.0419
O  8.8816  1.7239  8.9039  -0.0061  0.0391  -0.0232
O  7.6055  9.4906  8.7073  -0.0586  -0.0274  0.0669
O  3.5753  1.8485  8.5716  -0.0305  0.0544  0.0562
O  3.561  7.2453  8.8948  -0.0613  0.0243  0.0584
O  2.0925  4.0843  8.7344  -0.0379  0.071  -0.0264
O  8.1373  3.4942  23.3643  0.0026  0.0045  -0.0085
O  0.452  4.9447  22.9562  0.0054  -0.0083  -0.0187
O  1.908  2.7589  23.2518  -0.0034  -0.0114  -0.0005
O  5.829  4.9139  23.1206  0.009  -0.0079  -0.0092
O  5.5321  10.0049  23.5  -0.0248  -0.0021  0.021
O  2.4438  8.6916  23.0257  -0.0095  0.0127  -0.0201
O  0.1916  10.0756  23.0876  0.0093  -0.017  -0.0109
O  7.7882  8.5795  23.0767  -0.0031  0.0086  -0.0029
Si  8.6571  7.7054  18.4418  0.0038  -0.0047  0.0261
Si  8.7845  6.3608  13.6362  0.0022  -0.0019  0.0037
Si  3.7846  1.5459  14.7079  -0.0036  0.0048  0.0147
Si  2.1357  5.7521  17.6304  -0.0041  -0.0019  0.0349
Si  2.4163  3.15  19.4982  -0.0044  -0.0062  0.0246
Si  9.8138  9.0331  12.0804  -0.0368  0.007  -0.0256
Si  1.3323  9.4248  22.0812  -0.0029  -0.0062  0.0319
Si  9.1687  0.9697  13.1974  -0.002  0.0017  -0.0152
Si  1.4172  5.0577  13.0365  -0.0025  -0.0074  0.0079
Si  1.7907  8.2504  12.8138  -0.0167  0.0047  0.0355
Si  6.656  9.561  22.427  0.0074  -0.0067  0.014
Si  4.523  4.6002  15.705  0.0016  0.0036  0.0238
Si  8.205  3.0641  9.5723  0.017  -0.0362  -0.0278
Si  0.8402  8.253  19.264  0  0.0055  0.0376
Si  6.9541  1.3553  21.0934  -0.0008  0.0048  0.0222
Si  8.2226  8.3305  9.6685  0.0057  0.1316  -0.0927
Si  10.8866  5.2069  15.6136  -0.0017  -0.005  0.0283
Si  7.5643  9.5053  16.3159  -0.0011  -0.0062  0.0207
Si  9.9345  2.0656  20.306  -0.0007  -0.0068  0.0263
Si  3.1998  8.5054  9.9087  0.1359  -0.0978  0.0001
Si  6.6924  3.3529  17.4122  -0.001  -0.0072  0.0284
Si  1.1674  0.2155  19.8089  -0.0006  -0.0044  0.0241
Si  3.2202  2.8347  12.271  0.0149  -0.0035  -0.0062
Si  7.2159  5.4013  19.688  0.002  -0.001  0.0293
Si  5.7423  8.665  11.5379  0.0172  0.0124  0.0006
Si  5.7839  6.0743  13.2009  -0.0005  0.0033  -0.0057
Si  4.6305  9.7137  17.6246  0.0007  0.0055  0.0296
Si  1.0247  3.6084  22.1821  -0.0042  0.0058  0.0262
Si  4.897  1.4896  18.806  0.0014  0.0015  0.0258
Si  3.1847  3.1329  9.4788  0.0427  -0.0559  -0.0605
Si  6.4457  10.8204  13.7819  0.0076  -0.007  -0.0075
Si  10.3462  0.1249  15.9721  -0.0004  0.0054  0.0221
Si  5.6529  3.6701  11.1361  0.0168  0.0016  -0.0279
Si  9.8387  3.9042  11.9066  -0.0174  -0.0071  0.0043
Si  2.3392  9.9294  15.5377  0.0041  0.0045  0.024
Si  6.075  8.1308  19.8014  0  -0.0034  0.0242
Si  6.9338  3.9768  22.3788  -0.0071  -0.0072  0.0282
Si  9.7534  2.7815  17.374  -0.0041  -0.0051  0.0341
O  7.1935  6.3829  13.974  -0.0029  0.0018  -0.0023
O  1.8821  7.0652  18.6785  0.0034  -0.0123  -0.0186
O  10.2871  4.0405  16.5342  0.0061  0.0134  -0.0189
O  6.1629  9.967  17.0535  0.0083  0.0011  -0.0175
O  10.1422  0.7197  14.4718  -0.0001  0.005  -0.0117
O  8.4443  6.1238  18.8613  0.002  0.0037  -0.015
O  5.1601  0.6888  14.4093  -0.0006  0.0031  -0.0014
O  5.7151  2.0602  17.5251  0.0039  0.0052  -0.0166
O  8.3491  1.9529  20.5555  0.0024  -0.0001  -0.0121
O  1.9912  4.3054  18.4097  0.0004  0.0104  -0.0233
O  6.9588  2.8218  10.6197  -0.0171  0.0219  0.0154
O  4.8542  2.7097  12.1831  -0.0088  0.0013  0.0065
O  6.0249  4.3919  16.3447  -0.0075  0.0075  -0.019
O  4.5633  3.9462  9.9145  -0.0132  0.011  -0.0056
O  10.6932  2.7816  21.5634  -0.0066  -0.0059  -0.0147
O  9.7209  6.1626  14.9723  -0.0054  0.003  -0.0072
O  6.0067  6.4948  19.8429  -0.001  0.0016  -0.0118
O  4.0792  0.178  18.2838  0.0022  -0.0098  -0.0145
O  9.2569  10.5535  12.282  0.0108  -0.0007  -0.0006
O  2.8529  4.3728  12.7105  -0.0045  0.008  -0.0013
O  1.9163  10.7059  21.2133  -0.0028  0.0068  -0.0153
O  3.9942  2.7279  19.39  0.0038  -0.0033  -0.0111
O  0.726  10.0488  15.9577  0.0043  -0.003  -0.0116
O  1.2738  9.8113  18.8386  0.0006  -0.0046  -0.0149
O  1.7125  1.671  19.2796  0.0014  0.0011  -0.0105
O  8.9358  10.3961  16.4943  0.0017  0.0006  -0.0137
O  4.8719  8.5899  18.7919  -0.0054  0.0057  -0.0205
O  9.568  8.7624  10.4864  -0.0053  -0.0168  0.0579
O  6.7421  4.0958  18.858  -0.0024  -0.0071  -0.0226
O  2.8333  1.73  13.3768  -0.0035  -0.0008  -0.0102
O  5.8293  8.7799  21.266  -0.0018  -0.007  -0.0194
O  2.5162  2.514  10.8398  -0.0189  0.0061  0.0025
O  7.6143  4.855  21.1752  0.0006  0.0072  -0.0224
O  5.2063  7.4778  12.5515  0.0011  0.0026  0.0046
O  0.4335  9.071  12.493  0.0178  -0.006  -0.0124
O  7.5753  1.0598  13.5707  -0.0051  0.0037  0.0011
O  7.1009  9.6388  14.7438  -0.0022  0.006  -0.0113
O  8.9738  5.0302  12.7048  0.0003  0.0062  0.0057
O  8.0894  8.0438  16.9129  -0.0043  0.0076  -0.0209
O  6.2139  2.5774  21.9037  0.0025  -0.0077  -0.0184
O  2.4562  9.0677  14.1048  -0.0021  -0.0063  -0.0255
O  0.4223  4.4928  11.8717  0.0128  0.0049  -0.0005
O  0.8141  8.3222  20.9363  -0.0035  -0.0038  -0.0297
O  9.3895  3.857  10.3481  -0.0047  0.0079  0.0066
O  9.6495  2.387  12.5221  0.0014  0.0038  -0.0012
O  7.6198  8.5711  19.3934  0.0037  -0.0011  -0.0137
O  2.543  8.1412  11.3609  0.0074  0.0177  -0.0273
O  3.9747  3.0601  15.3595  -0.0037  -0.003  -0.0135
O  0.8313  4.4864  14.4465  0.0035  0.0029  -0.0124
O  10.0549  3.0042  18.9646  -0.0007  0.0028  -0.0287
O  9.1464  7.8041  12.9455  0.0058  -0.0006  -0.0011
O  10.5154  0.544  20.0876  -0.0004  -0.0009  -0.0133
O  6.0269  5.0437  11.9348  -0.0042  0.011  0.0035
O  8.1529  2.7499  17.023  -0.0004  -0.0016  -0.0115
O  3.5306  5.4773  16.7269  0.0106  -0.002  -0.0192
O  4.6531  9.1199  10.3826  -0.0473  0.0012  0.0006
O  1.519  6.6781  13.1954  0.004  0.011  -0.0068
O  4.7589  5.4953  14.3448  -0.0007  0.004  -0.0101
O  2.049  3.862  20.9276  0.0089  -0.002  -0.027
O  10.5464  1.4135  16.9569  0.002  -0.009  -0.018
O  0.945  6.0758  16.5577  -0.0083  -0.0031  -0.0162
O  7.3452  10.9547  21.9318  0.0012  0.0047  -0.0095
O  5.9338  0.917  19.9188  -0.0103  0.0003  -0.0219
O  6.068  10.0246  12.3961  -0.0008  0.0053  0.0051
O  2.8379  0.5533  15.5787  0.0003  0.008  -0.0166
O  7.0473  8.0108  10.7674  -0.0131  -0.0208  0.0197
O  10.2431  8.0232  18.6898  -0.0074  -0.0021  -0.0132
O  3.4425  9.2115  16.5749  -0.011  -0.0035  -0.02

Results
free energy: -137747.971 eV
free energy less fixed offsets of O -568.88, P -755.39, Si -635.61 eV per atom: 0.289 eV

The program warned: the cutoff lies below the one the program advises for these potential files; the forces do not sum to zero within the program's tolerance; the exchange-correlation potential is rough where the density is thin.
